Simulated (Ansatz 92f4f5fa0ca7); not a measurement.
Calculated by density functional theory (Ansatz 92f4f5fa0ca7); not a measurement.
Periodic cell of 189 atoms, Si117O72, from a study of silicon, its oxide and their interface. The atomic structure is a simulated model.

Settings: functional r2SCAN; potential files Ansatz norm-conserving; basis plane waves; wave-function cutoff 1300 eV; density cutoff ratio 4; exchange-correlation grid ratio 1; k mesh 2 x 2 x 1, shifted by 0.5 0.5 0.5 of a step; self-consistency stop 5e-08 eV per atom in the density residual; occupations Fermi-Dirac, 0.05 eV; spin none; net charge 0.

Cell vectors (angstrom)
a 11.5403 0 0
b 0 11.5403 0
c 3.7597 4.171 25.2957

Atoms and the computed forces on them: element, x, y, z (angstrom), force x, y, z (eV/angstrom)
Si -1.3129 -0.2656 -0.273 -0.0534 -0.1893 0.0052
Si -1.9172 4.2447 -0.1653 -0.5502 -0.7471 -0.0252
Si -1.4929 8.0994 -0.4202 0.0245 0.4399 -0.2963
Si 2.5457 0.4173 0.1229 0.3288 0.0329 -0.2155
Si 2.0775 3.6238 0.0021 0.1736 -0.6197 -0.1013
Si 2.4346 7.526 -0.2154 0.0137 0.4064 -0.4237
Si 6.1575 0.3855 0.3413 -0.375 -0.018 -0.5227
Si 6.0572 3.532 0.0464 -0.0189 -0.4943 -0.3121
Si 6.1287 7.6817 0.1654 0.0674 -0.1787 -0.5906
Si 0.4556 0.0048 1.2522 0.1818 0.0871 -0.2763
Si 0.1415 4.1117 1.2305 -0.0528 0.1076 -0.3048
Si 0.4178 7.824 1.0684 0.0266 -0.1709 -0.163
Si 4.2786 0.0477 1.6462 -0.0685 0.1162 -0.1724
Si 4.091 3.9883 1.2805 0.0433 0.0349 -0.4317
Si 4.1742 7.6356 1.4084 -0.0264 0.1654 0.0804
Si 8.2879 0.1263 1.2283 0.0849 -0.0752 -0.3334
Si 7.9474 3.897 1.4279 0.0617 0.2137 -0.365
Si 8.2053 7.888 1.2028 -0.0859 -0.0197 -0.0894
Si 0.2798 2.0473 2.5626 -0.0524 0.0015 -0.0694
Si 0.3439 5.9645 2.6029 0.1159 0.0079 -0.028
Si 0.437 9.6536 2.6366 -0.1619 0.0638 -0.1792
Si 4.1756 2.0942 2.7361 -0.0456 0.0034 0.405
Si 4.1893 5.7951 2.7627 0.1566 -0.2535 0.0665
Si 4.2026 9.5851 2.7762 -0.0516 0.0466 -0.0726
Si 8.1361 1.9746 2.71 -0.0498 0.0285 0.0614
Si 8.0687 5.9184 2.6214 -0.0999 0.0649 -0.0662
Si 8.1622 9.7591 2.6389 0.1345 -0.0391 -0.1578
Si -1.5232 2.0236 4.0831 -0.0267 -0.037 -0.0807
Si -1.5602 5.8935 4.0006 -0.0583 0.0361 -0.0245
Si 10.0449 9.6958 4.0336 -0.0512 -0.0197 -0.0229
Si 2.1999 2.0533 4.0255 0.1775 0.1161 -0.2743
Si 2.2365 5.8391 4.0428 -0.0126 0.1496 0.0069
Si 2.2866 9.6866 4.0965 0.0439 -0.1593 0.0579
Si 6.1593 2.0224 4.0366 -0.1033 0.039 -0.2515
Si 6.1629 5.8468 4.0394 0.0384 0.1392 -0.0601
Si 6.202 9.6971 4.0086 0.0724 -0.149 0.0546
Si 9.994 11.6229 5.4019 0.0768 -0.0166 -0.0546
Si 9.9856 3.9804 5.4083 0.0833 0.1096 -0.0954
Si 9.9788 7.7702 5.4071 0.008 0.0004 -0.0665
Si 2.2714 11.6671 5.3982 -0.059 0.063 -0.0232
Si 2.2507 3.9352 5.4276 -0.0601 -0.1301 0.067
Si 2.2909 7.7484 5.4203 -0.0423 -0.009 -0.0051
Si 6.1535 11.6414 5.3718 -0.1146 0.1444 -0.0105
Si 6.1737 3.9238 5.4058 0.1582 -0.1487 0.0356
Si 6.1657 7.7769 5.3724 0.0075 -0.0526 -0.0252
Si 0.3518 11.6438 6.7631 -0.0856 -0.0231 -0.0111
Si 0.3449 3.9592 6.7982 0.0413 -0.0199 0.0004
Si 0.3635 7.7529 6.7546 0.0604 -0.0083 -0.0434
Si 4.234 11.6829 6.7435 0.091 -0.0425 -0.0127
Si 4.2341 3.9051 6.7558 -0.0328 0.0324 -0.0003
Si 4.2496 7.7752 6.7345 0.0473 0.0916 -0.0023
Si 8.0571 11.6614 6.7577 0.016 -0.0858 0.0485
Si 8.0701 3.942 6.7945 -0.141 0.0466 0.0409
Si 8.0481 7.7426 6.7597 -0.0301 -0.0004 0.0369
Si 0.2699 2.0193 8.135 0.2003 -0.0121 -0.0161
Si 0.4208 5.8719 8.1548 -0.0975 0.018 0.1485
Si 0.3607 9.6923 8.0526 -0.0062 0.0757 0.0395
Si 4.2423 2.0207 8.2076 -0.0027 -0.0037 0.1034
Si 4.2932 5.8428 8.0844 -0.0856 0.069 -0.0376
Si 4.2419 9.7347 8.0464 -0.0966 -0.1482 -0.0002
Si 8.1385 2.0332 8.1881 -0.16 0.0313 -0.0696
Si 7.9897 5.8467 8.1826 0.157 -0.108 0.0454
Si 7.9918 9.6946 8.0421 0.0391 0.0818 0.0113
Si 10.0031 1.9986 9.6686 -0.0511 -0.0073 0.2951
Si 9.9798 5.7659 9.4277 -0.0264 -0.0532 -0.2158
Si 9.9261 9.6938 9.3223 -0.0783 -0.0467 -0.2863
Si 2.1794 2.0176 9.4549 -0.0804 0.0353 -0.0858
Si 2.4287 5.8961 9.4636 0.1952 0.0387 -0.0963
Si 2.3106 9.7446 9.3567 0.0248 0.065 -0.3418
Si 6.2536 2.0635 9.583 0.0416 0.0497 0.0255
Si 6.0625 5.8615 9.6368 -0.0206 -0.0239 0.2479
Si 6.1149 9.6812 9.4724 0.0528 0.0759 -0.0184
Si 9.9435 11.4286 10.8518 0.01 -0.0889 0.2256
Si 10.0578 4.031 11.0266 0.1356 0.1036 0.1395
Si 9.8487 7.7488 10.5683 -0.0026 0.0491 0.2123
Si 2.1906 11.5984 10.7714 -0.2175 -0.1131 0.1711
Si 2.3188 3.9538 10.7709 -0.0297 0.0358 0.0767
Si 2.4325 7.9068 10.7483 0.2554 0.1407 0.2738
Si 6.2215 11.5976 10.8242 0.1334 -0.1708 0.2948
Si 6.2207 3.9488 11.0943 -0.1033 0.0654 0.268
Si 6.0117 7.8624 11.015 -0.2666 0.2269 0.1219
Si 0.3091 10.7854 12.0811 -0.0383 -0.1634 0.7871
Si 0.5337 4.6936 12.1862 0.1832 0.1811 0.6382
Si 0.325 7.7646 11.6441 -0.1008 -0.0108 1.1002
Si 4.1831 11.81 11.9371 0.0587 0.232 0.6063
Si 4.1376 3.4349 12.1971 -0.0396 -0.2642 0.3439
Si 4.1127 8.7471 12.4117 -0.2869 -0.2116 0.5616
Si 8.0855 10.9908 12.2837 -0.0012 -0.0542 0.0864
Si 8.2257 4.4847 12.4509 -0.0935 0.0993 -0.0934
Si 8.0687 7.7495 12.1066 0.2198 -0.0209 0.1671
Si 14.3998 7.7774 15.1533 -0.2203 0.2138 0.3239
Si 11.9896 17.5252 20.7482 -0.2629 0.0745 -0.4649
Si 7.5062 8.6192 20.6076 0.2459 -0.0932 -0.3581
Si 2.0925 3.8737 19.7166 -0.1301 -0.1588 -0.073
Si 8.7219 1.8719 14.3752 0.115 -0.0644 0.0942
Si 3.1145 6.5721 20.2537 0.0499 -0.0187 -0.354
Si 8.1449 12.8047 23.1849 0.0356 -0.2037 -0.3947
Si 5.8002 14.4264 18.4663 -0.0903 -0.1586 0.1728
Si 8.9844 17.4691 20.9787 0.0343 0.093 -0.2971
Si 7.962 4.8697 18.4777 0.1743 0.1164 0.0948
Si 2.9873 10.9824 22.0154 -0.0046 0.1394 -0.5137
Si 3.46 3.9306 17.0836 -0.0664 -0.1255 0.1035
Si 9.6805 9.638 16.7052 0.0365 -0.1273 0.3526
Si 8.3525 15.5264 23.2302 0.0942 0.1791 -0.1014
Si 2.4737 4.7286 14.3899 -0.1235 -0.2211 0.2454
Si 12.507 9.7338 16.5839 0.1077 -0.1499 0.2124
Si 15.9927 6.9549 17.5967 0.116 0.1072 0.1846
Si 9.3934 10.8177 21.4424 -0.1531 0.017 -0.4892
Si 13.3284 11.0721 19.1689 -0.0909 0.0525 -0.266
Si 10.2975 11.8587 18.7837 -0.0458 0.0809 0.0565
Si 8.4014 13.8129 17.3285 0.1157 -0.0079 0.2446
Si 2.3736 6.1408 22.9985 -0.0435 -0.0997 -0.3999
Si 3.6418 1.4995 20.1315 0.1015 0.1676 -0.0358
Si 10.9398 9.576 23.6882 -0.2726 0.091 0.001
Si 5.4594 9.3882 22.8825 0.154 -0.0605 -0.437
Si 7.4184 7.798 17.7164 0.0004 0.0715 0.1764
Si 10.9597 11.5966 14.9376 0.1737 0.0288 0.3456
O 8.1865 6.4016 18.0086 -0.2223 -0.0341 0.0111
O 11.9149 11.859 18.9386 0.0358 -0.2044 0.0652
O -1.4854 2.9121 -1.0112 -0.0441 0.3673 -0.0058
O -1.4948 -1.8255 -0.7534 0.0209 -0.036 0.2896
O 7.11 8.6905 19.0377 0.132 -0.1893 0.0422
O 3.0636 0.5361 18.9331 -0.1124 0.0233 0.3479
O 15.1159 7.8517 16.6015 -0.0454 -0.173 -0.276
O 10.2869 1.5404 14.7856 -0.278 -0.0561 -0.1856
O 8.2316 14.1758 22.3183 -0.0133 -0.017 0.5084
O 2.205 6.2852 -1.2822 -0.0213 0.2431 0.2612
O 9.5348 15.2268 24.3028 -0.0288 0.1378 0.1488
O 9.4942 12.6623 24.0863 -0.0859 -0.1511 0.4056
O 8.88 9.4377 20.7977 -0.0931 0.1737 0.1985
O 8.1491 11.4675 22.2595 0.2206 0.3203 0.3037
O 8.8811 16.805 22.4207 -0.1387 -0.2662 0.1279
O 8.6512 15.4256 17.3925 -0.2752 -0.2321 0.1049
O 6.7765 12.892 24.0748 -0.011 -0.4371 0.212
O 4.1165 7.2921 19.1846 -0.1807 -0.2679 -0.0601
O 0.2464 9.1711 12.5535 0.2735 0.2857 -0.7781
O 8.3744 8.6633 16.7132 0.1008 0.0684 0.0628
O 8.6982 16.2861 19.9081 -0.1017 0.21 -0.0052
O 7.0731 13.4435 18.2141 0.0718 0.3429 -0.1941
O 7.9857 1.8639 15.8201 0.1665 0.0583 -0.1942
O 15.6077 5.4172 17.3038 -0.0819 0.005 -0.0592
O 0.2397 11.4634 13.5609 -0.1239 -0.0715 -0.2335
O 3.842 8.0726 13.8955 0.0652 0.172 -0.3567
O 8.1784 6.1526 12.8638 -0.1033 0.1192 -0.3997
O 12.0847 11.2593 16.0986 -0.3331 -0.1815 -0.2757
O 3.3834 6.7842 21.8556 -0.3082 -0.1422 0.2395
O 3.2499 4.9576 20.0788 -0.2167 0.1613 0.0453
O 8.1527 12.1926 13.4397 0.0061 -0.2259 -0.0056
O 13.2919 8.9615 15.382 0.0873 -0.1577 -0.0193
O 4.1654 10.3833 12.8423 0.0053 -0.5855 -0.6819
O 4.731 2.9177 17.2352 -0.0524 0.2442 0.1808
O 4.1494 1.7976 12.7079 -0.0092 0.1621 -0.7046
O 3.9902 12.1363 21.4265 -0.3605 -0.2272 0.073
O 8.1124 9.3522 12.8013 -0.0339 0.1777 -0.3611
O 10.1863 10.3162 24.9342 0.1122 0.1083 -0.1656
O 5.9674 7.3466 17.1664 -0.0637 -0.0706 0.1052
O 5.9597 1.9198 -0.1808 0.1757 0.0757 0.3275
O 0.3158 6.3267 12.5102 0.2473 -0.1482 -0.655
O 6.3364 9.2524 21.516 -0.2323 0.0521 0.4568
O 10.4723 18.0605 20.6459 0.0097 -0.2432 0.2088
O 7.8419 18.6121 20.9345 0.0857 0.0674 0.0107
O 6.4043 4.3979 18.6889 0.1453 -0.1947 -0.1406
O 2.2806 11.5905 23.3522 0.0163 0.1211 0.6635
O 2.2586 2.0101 0.0961 -0.1506 0.1374 -0.2068
O 12.1659 16.0215 20.0918 0.3078 0.2795 0.1778
O 9.6508 10.5602 18.0511 0.0908 0.0623 -0.2466
O 2.2609 3.5826 18.1319 0.3034 0.1567 0.0654
O 4.9853 13.8555 19.7469 -0.179 -0.0273 -0.2053
O 2.4216 2.5164 20.533 0.1944 0.0161 -0.1759
O 1.1076 4.1847 13.6719 -0.032 0.281 -0.4166
O 3.1266 0.0727 -1.389 0.0493 0.0226 0.3093
O 8.4783 3.3347 13.6541 -0.0714 0.0883 0.0085
O 13.3319 9.9099 18.0031 -0.2103 0.1425 -0.0692
O -2.77 5.1919 -1.2829 0.3978 -0.2373 0.3013
O 1.9734 10.5748 20.7489 0.2704 0.1698 0.2635
O 12.4464 17.4905 22.3041 0.3108 0.0929 0.1
O 9.7532 11.9034 20.3035 0.0393 -0.3017 0.11
O 5.6255 7.9836 23.6668 0.0059 0.2484 0.4655
O 10.708 10.4289 22.3253 0.0192 -0.2151 0.4531
O 1.5304 6.9554 19.957 0.2277 -0.3345 0.3747
O 9.747 13.1336 17.9406 -0.2422 -0.1046 -0.123
O -0.962 0.5201 -1.6891 -0.2268 0.1353 0.3411
O 11.1217 8.8621 16.8038 0.0246 0.44 -0.168
O 2.7596 3.765 15.6541 0.046 0.3117 -0.1535
O 6.3637 3.9904 -1.5442 0.1881 0.3115 0.3907
O 3.7825 4.5145 13.4179 -0.0339 -0.293 -0.1256
O 2.2855 6.2729 14.8848 0.1591 -0.0445 -0.1603
O 9.7289 10.5545 15.3407 0.2759 0.112 -0.0578
O 3.9275 9.729 22.4431 0.13 -0.0208 0.2477

Results
free energy: -47206.556 eV
free energy less fixed offsets of O -463.61, Si -117.95 eV per atom: -26.486 eV
pressure: -1.71 GPa
stress xx, yy, zz, yz, xz, xy (GPa, positive in tension): 1.37, 2.13, 1.65, 0.04, -0.09, -0.22

The program warned: the forces do not sum to zero within the program's tolerance.
